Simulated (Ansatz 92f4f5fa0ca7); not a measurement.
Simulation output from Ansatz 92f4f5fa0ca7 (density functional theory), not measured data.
Periodic cell of 279 atoms, Si169O110, from a study of silicon, its oxide and their interface. The atomic structure is a simulated model.
Doubt: the cutoff is far below the 930 eV that the study's wrapper takes by default for these files, so forces and energies are approximate.
This geometry differs little from another in the collection (a relaxation step or a small displacement).

Settings: functional PBE; potential files Ansatz PAW; basis plane waves; wave-function cutoff 580 eV; density cutoff ratio 5; exchange-correlation grid ratio 1; k mesh 1 x 1 x 1, Gamma-centred; self-consistency stop 5e-08 eV per atom in the density residual; occupations fixed; spin none; net charge 0.

Cell vectors (angstrom)
a	11.6015	0	0
b	0	13.3963	0
c	0	0	30.7839

Atoms: element, x, y, z (angstrom)
Si	0.0074	-0.2197	23.8978
Si	3.9555	0.0212	24.2039
Si	7.7148	-0.0345	24.238
Si	1.9464	3.2485	24.0202
Si	5.7423	3.269	24.0093
Si	9.7407	3.4116	24.0248
Si	-0.1391	6.6829	24.0837
Si	3.8052	6.757	24.1467
Si	7.5829	6.7329	24.0169
Si	1.9695	9.8308	24.0771
Si	5.697	10.1252	24.1681
Si	9.5484	9.9548	23.9859
Si	-0.0041	2.0956	24.7209
Si	3.8502	2.2324	24.9675
Si	7.7618	2.2634	24.7681
Si	1.8522	5.5348	24.7365
Si	5.7178	5.5197	24.7851
Si	9.5438	5.6032	24.8717
Si	-0.0723	8.9136	24.8253
Si	3.8693	8.9118	25.0755
Si	7.6313	8.9268	24.8611
Si	1.985	12.1596	24.6976
Si	5.8039	12.2823	25.0785
Si	9.6671	12.1831	24.8255
Si	-0.0021	2.1714	27.1373
Si	3.8602	2.2281	27.3031
Si	7.7518	2.2434	27.1725
Si	1.887	5.549	27.1504
Si	5.7636	5.5459	27.1853
Si	9.6192	5.5733	27.2352
Si	-0.0279	8.9207	27.2067
Si	3.854	8.9171	27.3782
Si	7.6959	8.9127	27.234
Si	1.9421	12.2364	27.1326
Si	5.8075	12.2721	27.3824
Si	9.6839	12.2382	27.2092
Si	1.92	1.072	27.9976
Si	5.826	1.138	28.037
Si	9.6678	1.0917	27.9905
Si	-0.032	4.4209	27.9793
Si	3.8251	4.4715	28.0194
Si	7.7005	4.4541	28.0205
Si	1.8931	7.7735	28.0151
Si	5.791	7.769	28.0376
Si	9.6456	7.808	28.0162
Si	0.0192	11.1451	28.0094
Si	3.8489	11.1659	28.0576
Si	7.754	11.1357	28.0427
Si	1.9336	1.1164	30.3889
Si	5.8008	1.1164	30.3889
Si	9.6679	1.1164	30.3889
Si	0	4.4654	30.3889
Si	3.8672	4.4654	30.3889
Si	7.7343	4.4654	30.3889
Si	1.9336	7.8145	30.3889
Si	5.8008	7.8145	30.3889
Si	9.6679	7.8145	30.3889
Si	0	11.1635	30.3889
Si	3.8672	11.1635	30.3889
Si	7.7343	11.1635	30.3889
Si	0	0	0.3944
Si	3.8672	0	0.3944
Si	7.7343	0	0.3944
Si	1.9336	3.3491	0.3944
Si	5.8008	3.3491	0.3944
Si	9.6679	3.3491	0.3944
Si	0	6.6981	0.3944
Si	3.8672	6.6981	0.3944
Si	7.7343	6.6981	0.3944
Si	1.9336	10.0472	0.3944
Si	5.8008	10.0472	0.3944
Si	9.6679	10.0472	0.3944
Si	0.007	0.0052	2.7663
Si	3.8877	0.0382	2.741
Si	7.7645	0.0112	2.7637
Si	1.8979	3.3881	2.7742
Si	5.796	3.3734	2.7413
Si	9.6519	3.3587	2.7532
Si	0.0429	6.7157	2.7417
Si	3.8674	6.7079	2.7942
Si	7.7281	6.7554	2.7577
Si	2.0046	10.041	2.7618
Si	5.8384	10.0666	2.7833
Si	9.6992	10.0855	2.7666
Si	-0.0288	2.2361	3.5626
Si	3.8462	2.2804	3.494
Si	7.7132	2.2443	3.54
Si	1.9337	5.6027	3.6629
Si	5.8141	5.5897	3.5471
Si	9.6813	5.6316	3.4199
Si	0.0428	8.9546	3.4885
Si	3.9415	8.9296	3.6346
Si	7.7864	8.9846	3.6177
Si	1.9722	12.2885	3.4941
Si	5.8184	12.3213	3.5371
Si	9.6886	12.3036	3.6245
Si	-0.0718	2.2237	5.9412
Si	3.8046	2.301	5.8331
Si	7.6942	2.2574	5.9089
Si	1.9034	5.615	6.1047
Si	5.8224	5.5427	5.9139
Si	9.6903	5.6846	5.7282
Si	0.1019	8.9552	5.8256
Si	4.044	8.9095	6.048
Si	7.842	9.0268	6.0291
Si	2.021	12.2798	5.8392
Si	5.8246	12.3813	5.9003
Si	9.716	12.3005	6.0354
Si	1.9113	1.1189	6.5891
Si	5.6943	1.2322	6.6953
Si	9.5669	1.1406	6.7959
Si	-0.1383	4.4664	6.6713
Si	3.8711	4.4657	6.7692
Si	7.8474	4.5137	6.5791
Si	2.0187	7.9161	6.7283
Si	6.0437	7.7114	6.765
Si	9.8162	7.8637	6.6953
Si	0.124	11.1582	6.6275
Si	3.9668	11.189	6.7127
Si	7.7122	11.3078	6.8036
O	5.4008	1.4108	8.3298
O	10.9592	4.3633	8.2756
O	8.2065	4.5805	8.215
O	1.9763	1.1301	8.2441
O	0.4333	11.0377	8.2699
O	1.9598	8.2199	8.3635
O	10.0443	7.8195	8.348
O	4.062	11.2339	8.3719
O	7.4588	11.6208	8.4403
O	3.9713	4.3164	8.4312
O	9.3152	1.1799	8.4531
O	6.5388	7.3259	8.3323
O	5.5667	3.1025	22.3531
O	2.1416	3.0886	22.3618
O	7.4991	-0.174	22.5951
O	3.84	7.1527	22.5188
O	9.3095	9.808	22.3369
O	7.4129	6.9636	22.3599
O	10.0104	3.7415	22.3875
O	-0.3565	6.7562	22.4423
O	4.369	13.6131	22.5978
O	2.1905	9.3346	22.4839
O	0.0284	12.8195	22.2495
O	5.5226	10.3879	22.5357
Si	5.7284	3.7086	20.8469
Si	9.7995	9.7219	20.771
Si	11.0078	12.3036	20.8302
Si	1.7417	0.5285	9.7288
Si	0.1311	8.0838	16.9905
Si	9.2185	6.7574	16.0211
Si	3.2375	4.07	19.1661
Si	5.9925	7.2527	9.8703
Si	10.3576	7.2826	9.8598
Si	5.991	1.0252	19.3645
Si	10.6243	6.7188	20.9464
Si	9.0553	13.1286	12.096
Si	8.6761	1.0787	14.8995
Si	4.1414	11.8911	9.8561
Si	4.7972	8.6369	13.9973
Si	11.3985	11.6436	9.6329
Si	9.5611	4.4971	9.1392
Si	1.4461	6.5966	19.3985
Si	8.2185	11.3829	9.8708
Si	4.8541	10.524	21.0529
Si	1.7517	12.1421	14.5466
Si	8.2715	0.2248	21.233
Si	10.8511	10.8875	16.2712
Si	8.1912	8.7224	11.3632
Si	3.7056	-0.0779	21.143
Si	10.9561	0.0071	18.0355
Si	4.5465	3.6615	16.2961
Si	4.4505	10.9902	15.5446
Si	3.2762	2.4503	11.4549
Si	10.169	2.75	21.1001
Si	1.8745	7.5588	9.848
Si	4.068	9.1075	11.0744
Si	8.8591	1.7042	9.9388
Si	9.7494	2.7603	18.1396
Si	7.6522	6.2222	20.9207
Si	6.996	7.5545	18.0978
Si	5.7097	1.0447	9.893
Si	1.6744	2.2004	21.0676
Si	6.7134	12.8261	16.9234
Si	9.5482	9.2659	14.0201
Si	2.8082	8.7014	15.914
Si	11.5114	1.929	16.0474
Si	2.4885	1.9323	14.5647
Si	3.8555	5.0666	9.88
Si	7.1968	10.449	18.9333
Si	11.4305	10.9817	12.4655
Si	4.7862	6.6239	16.1248
Si	7.813	3.7915	16.0722
Si	3.0701	8.265	21.5903
O	7.8169	13.4947	15.9084
O	6.0967	0.6938	17.7768
O	1.1497	11.6862	13.1052
O	3.2944	11.6348	14.6042
O	9.6378	0.9025	11.1245
O	0.6772	11.4652	15.6241
O	2.9643	2.3268	13.0539
O	0.0853	5.9268	19.9964
O	6.9069	4.7989	20.9008
O	6.0258	10.8678	19.9877
O	2.5321	8.5533	10.9771
O	9.6613	10.4672	15.1756
O	11.618	-0.387	19.4807
O	5.4395	7.3364	14.7769
O	10.8968	3.1211	17.0116
O	4.152	10.721	10.9858
O	0.4702	0.7732	17.0968
O	10.3438	8.2331	20.4151
O	0.2167	10.7088	10.9008
O	2.6464	6.1368	9.8141
O	0.3319	7.2583	10.2114
O	3.7613	2.4641	15.4808
O	7.2412	1.5305	10.1782
O	0.28	13.2013	9.832
O	9.7872	11.5645	9.4766
O	8.3049	9.289	12.914
O	6.1838	3.6676	16.1809
O	9.6899	8.2495	10.9715
O	7.1403	7.5065	11.0184
O	10.7789	6.8088	16.57
O	7.7516	9.9051	10.3399
O	4.2003	5.1551	15.7245
O	5.4158	12.1238	16.1919
O	10.3025	1.1657	15.2021
O	9.7379	1.1073	18.2864
O	10.2109	12.0768	12.5524
O	6.6546	9.1493	18.0857
O	4.8768	8.4447	9.8325
O	10.3581	12.0861	17.2705
O	-0.6183	9.5305	17.2023
O	3.6904	11.6909	20.9733
O	2.1283	7.4429	20.5869
O	2.0152	0.361	14.6416
O	2.8182	12.7797	10.1161
O	4.8964	8.598	12.3907
O	9.3952	12.5255	20.8666
O	5.465	12.827	10.0572
O	4.3281	4.3782	20.3456
O	9.7009	5.811	10.0735
O	9.3434	3.2401	10.136
O	8.3508	3.3518	17.5585
O	4.1463	9.1009	20.6907
O	2.1857	2.9373	19.7046
O	3.5274	10.0522	16.568
O	1.9564	1.7847	10.7427
O	9.3054	7.7918	14.7284
O	10.9504	9.5768	13.1831
O	3.5078	7.4563	16.6883
O	8.5287	5.2679	15.6842
O	8.5747	10.0697	19.7347
O	3.1951	8.6466	14.3235
O	9.2339	5.9084	20.8011
O	7.4084	11.6806	17.871
O	11.1197	10.689	20.6212
O	2.254	0.6685	21.1152
O	8.4257	0.4337	13.4221
O	7.1831	0.1854	20.0562
O	8.3788	7.3754	17.2665
O	7.9394	12.3325	11.1827
O	7.1332	7.1148	19.6627
O	1.0164	7.6732	18.2719
O	5.2779	5.8168	10.2118
O	1.2122	8.4855	15.8375
O	4.6767	1.7474	10.955
O	1.0838	2.6159	15.1299
O	11.6523	2.0778	21.0997
O	8.1994	2.651	14.9554
O	4.5399	0.5598	19.9115
O	8.996	1.6633	21.3882
O	9.9666	3.4069	19.6188
O	6.1844	2.5899	19.7518
O	3.4583	4.0209	11.0615
O	5.8782	6.6197	17.3451
O	4.0186	3.5372	17.8398
O	2.4249	5.4381	18.8183
O	5.4234	10.017	14.6341

Results
free energy: -169993.298 eV
free energy less fixed offsets of O -568.88, Si -635.61 eV per atom: 1.592 eV

Forces (eV/angstrom), in the order of the atoms: element, x, y, z
Si	0.0002	-0.0087	-0.019
Si	-0.0031	0.0078	-0.016
Si	-0.038	0.0116	-0.0414
Si	0.0093	-0.0015	-0.0064
Si	0.002	-0.0021	-0.0112
Si	0.0047	0.0133	0.0033
Si	-0.0091	0.0049	-0.0066
Si	0.0056	0.0033	-0.011
Si	-0.001	0.0049	-0.0088
Si	0.0045	-0.005	-0.0083
Si	-0.0068	0.0047	-0.0049
Si	-0.0033	-0.0037	-0.0123
Si	-0.009	0.0004	0.0158
Si	-0.0035	-0.0066	0.0229
Si	0.0035	-0.0051	0.0128
Si	-0.0051	-0.0034	0.0136
Si	-0.0031	-0.0005	0.012
Si	0.0064	-0.0102	0.0174
Si	0.0095	-0.0015	0.0145
Si	0.0006	0.0024	0.02
Si	0.0005	-0.0028	0.0149
Si	0.0024	0.0033	0.0155
Si	0.0117	-0.0107	0.0178
Si	0.0115	0.0015	-0.0045
Si	0.001	-0.0032	0.0119
Si	-0.0005	0.0027	0.0012
Si	0.0023	0.0017	0.0096
Si	0	-0.0021	0.0131
Si	0.0013	-0.0012	0.0076
Si	-0.0001	0.0017	0.0001
Si	-0.0029	0.0032	0.0074
Si	0.0007	-0.0025	0.0063
Si	0.002	0.002	0.0046
Si	-0.0052	-0.0015	0.0127
Si	-0.0019	0.0021	0
Si	0.0005	0.0035	0.0113
Si	-0.0004	0.0033	-0.0066
Si	-0.001	-0.0028	-0.0048
Si	0	-0.0005	-0.0086
Si	-0.0006	0.0017	-0.011
Si	0.0011	-0.0028	-0.0064
Si	-0.0012	0.0015	-0.0042
Si	0.004	0.0036	-0.0068
Si	-0.0021	0.002	-0.0048
Si	0.0004	-0.0007	-0.0055
Si	0.0022	-0.0022	-0.0134
Si	0.0034	-0.002	-0.0023
Si	-0.0033	-0.002	-0.0076
Si	-0.0792	-0.1565	-0.1048
Si	0.0764	0.1179	0.1187
Si	-0.0045	-0.0401	-0.2367
Si	-0.0103	-0.1132	-0.3057
Si	-0.0499	0.0864	0.0178
Si	-0.0851	-0.0571	0.0153
Si	-0.1506	-0.1389	-0.1093
Si	0.0896	-0.1632	0.1195
Si	-0.0417	-0.0086	0.0451
Si	0.0433	-0.001	-0.0261
Si	-0.1843	0.0628	0.2839
Si	0.1181	-0.0739	0.1439
Si	-0.0364	0.0103	0.0303
Si	0.046	0.019	-0.1621
Si	0.0784	0.0084	0.0014
Si	-0.1006	0.1552	0.0142
Si	0.0464	0.0096	-0.123
Si	-0.0063	-0.0286	-0.1236
Si	0.2126	0.0394	-0.1779
Si	-0.0571	0.0127	0.2165
Si	-0.1	0.1801	0.006
Si	0.1852	-0.0202	0.0074
Si	0.0639	0.0177	0.0625
Si	-0.0398	0.1073	0.0588
Si	-0.0007	0.001	0.0071
Si	0.0014	0.0005	0.0037
Si	-0.0002	0.0017	0.006
Si	0.0026	-0.0013	0.0099
Si	-0.0037	-0.0003	0.0043
Si	0.0029	-0.0003	0.0046
Si	-0.0031	-0.0022	0.0038
Si	0.0001	0.0004	0.0078
Si	0.0006	-0.0026	0.0086
Si	-0.0039	-0.0009	0.0108
Si	0.0007	-0.0011	0.0095
Si	0.0015	-0.0008	0.0096
Si	-0.0015	-0.0001	-0.0066
Si	-0.0008	0.0019	-0.0017
Si	-0.003	-0.0023	-0.0048
Si	0.0003	-0.0016	-0.0141
Si	0.0009	-0.0018	-0.0002
Si	0.002	0.0032	-0.0052
Si	-0.0016	0.004	-0.0024
Si	0.0033	0	-0.0106
Si	0.0005	0.0029	-0.0113
Si	0.0015	0.0017	-0.0086
Si	-0.0017	0.002	-0.0021
Si	-0.0001	-0.0021	-0.01
Si	0.013	-0.009	-0.0151
Si	0.0054	-0.0075	-0.0163
Si	0.0076	-0.0039	-0.0125
Si	0.0007	-0.0041	-0.0084
Si	-0.0034	0.0059	-0.0165
Si	-0.0087	0.0001	-0.0222
Si	-0.012	-0.002	-0.0172
Si	-0.0091	0.0019	-0.0122
Si	-0.0031	0.0005	-0.0098
Si	-0.0073	0.0002	-0.0084
Si	-0.0029	-0.0048	-0.0142
Si	0.0035	0.0007	-0.0131
Si	-0.0101	0.0168	0.0257
Si	-0.0047	0.0034	0.0089
Si	-0.0144	0.0062	0.007
Si	-0.0031	0.0034	0.0143
Si	-0.0023	0.0036	0.0129
Si	0.0118	0.0031	0.0072
Si	0.0074	-0.0008	0.0137
Si	0.0078	-0.0102	0.0067
Si	0.009	-0.0063	0.0068
Si	0.0094	0.0042	0.0085
Si	0.0067	0.0006	0.0083
Si	-0.0056	0.0041	0.0045
O	-0.0001	-0.0006	-0.001
O	0.0001	-0.0024	0.0008
O	-0.0067	-0.0008	0.0053
O	-0.0019	-0.0172	0.0058
O	-0.0021	-0.0027	0.0018
O	-0.0001	0.0008	-0.002
O	-0.0035	0.0025	0.0014
O	-0.0003	-0.0009	0.0058
O	-0.0013	0	0.001
O	0.0009	-0.0014	-0.0063
O	0.0007	-0.0011	0.0045
O	0.0001	0.0008	0.0025
O	-0.0019	0.002	0.0054
O	0.0018	0.0058	0.0066
O	0.0676	0.0123	-0.0399
O	-0.0068	0.0029	-0.0013
O	0.0025	-0.0021	0.0108
O	0.0015	-0.0023	-0.0009
O	-0.0005	-0.0014	-0.001
O	0.0017	-0.0003	-0.0062
O	-0.0008	0.0035	-0.0038
O	-0.0021	-0.0015	-0.0013
O	-0.0202	-0.0035	-0.0063
O	0.0025	0.0005	0.0015
Si	-0.0005	-0.0003	-0.0029
Si	-0.0013	0.0018	-0.0027
Si	-0.027	0.0136	-0.0028
Si	0.0118	0.0042	-0.0074
Si	-0.0013	-0.0004	-0.0029
Si	0.0002	-0.0038	-0.0011
Si	-0.0017	-0.0018	-0.0013
Si	-0.0004	-0.0006	0.0018
Si	0.0034	-0.0021	0.004
Si	0.0019	-0.0118	0.005
Si	-0.005	-0.0027	-0.0015
Si	0.0007	0.0008	0.0046
Si	0.0002	0.0022	0.0006
Si	-0.0133	0.0033	0.0029
Si	-0.0024	0.0004	0.0051
Si	0.0012	0.002	0.006
Si	0.003	0.0034	0.0033
Si	0.0055	0.0048	0.0018
Si	0.0035	-0.0018	0.0073
Si	-0.0051	0.0016	0.0003
Si	0.0014	0.0013	-0.0001
Si	-0.0308	-0.0653	-0.0105
Si	0.001	0.0008	-0.001
Si	0.0001	-0.0022	0.0011
Si	0.0048	-0.0041	0.0034
Si	-0.0053	0.0028	-0.0071
Si	0.0028	0.0001	-0.0021
Si	-0.0018	0.0006	-0.0002
Si	0.0015	0.0017	0.0016
Si	0.0058	0.0012	-0.0102
Si	-0.0052	-0.001	0.0065
Si	-0.0021	-0.0001	0.0027
Si	0.0006	0.0014	0.0035
Si	-0.0002	-0.0028	-0.0059
Si	0.0036	0.002	-0.0077
Si	0.0014	-0.0021	-0.0007
Si	-0.0029	0.0018	0.0037
Si	-0.0014	-0.0056	-0.0073
Si	0.0002	-0.0007	-0.0046
Si	0.0006	-0.001	0.0034
Si	0.0021	0.0001	-0.0004
Si	-0.0015	-0.0014	0.0009
Si	-0.002	-0.0011	0.0039
Si	-0.001	-0.001	0.004
Si	-0.0016	-0.0004	-0.0035
Si	0.0027	-0.0006	0.0002
Si	-0.0016	-0.0004	-0.001
Si	-0.0012	0.0008	-0.0035
Si	0.0024	-0.0021	-0.0106
O	-0.0014	-0.0013	0.0023
O	0.0002	0.0011	0.0131
O	-0.001	-0.0004	0.0011
O	-0.0002	-0.0005	0.0014
O	-0.0017	0	-0.0008
O	-0.001	0.0005	0.0011
O	0.0002	0.0003	-0.0012
O	-0.0029	-0.0016	0.0029
O	0.002	0.0012	0.0036
O	-0.0006	-0.0001	0.0033
O	0.0005	0.0007	0.0007
O	-0.0006	0.0001	0.0013
O	-0.0078	-0.0094	0.0216
O	-0.0002	-0.0002	0.0007
O	-0.0006	0.0005	0.0025
O	-0.0008	0.0032	-0.0015
O	0.0023	-0.0002	0.0006
O	-0.0005	-0.0004	0.0033
O	-0.0011	0.0022	0.0001
O	-0.0004	0.0005	-0.0008
O	0.0003	0.0017	-0.0028
O	-0.0014	-0.0001	0.0006
O	0.0001	0	-0.0005
O	-0.0014	-0.0013	-0.0011
O	-0.0017	0.0003	-0.0012
O	-0.0017	-0.0004	-0.0016
O	-0.0006	-0.0002	0.0031
O	-0.0013	-0.0008	-0.0004
O	0.0006	0.0027	0.0013
O	0.0013	0.0008	0.0027
O	-0.0005	0.003	0
O	-0.0003	-0.0002	0.0018
O	0.0017	0.0015	0.0024
O	0.0002	-0.0015	0.0029
O	0.0043	0.0047	0.0002
O	-0.0017	0	-0.0008
O	0.002	-0.0007	0.0045
O	0.0009	-0.0016	0
O	0.0003	-0.0005	0.0032
O	-0.0012	-0.0001	0.0028
O	0.0025	-0.0037	0.0011
O	0.0047	0.0045	0.0024
O	-0.0005	-0.0007	0.0006
O	-0.0001	0.0038	-0.008
O	-0.0006	0	-0.0008
O	-0.0253	0.051	0.0397
O	0.0046	0.0025	-0.0005
O	0.0027	-0.0003	0.0021
O	0.0003	0.0012	-0.0013
O	-0.0008	-0.0045	0.0007
O	0.0012	-0.0007	0.0025
O	-0.0039	-0.004	0.0109
O	0.0032	0.004	-0.0018
O	-0.0001	-0.001	0.0006
O	-0.0025	-0.0103	-0.0081
O	-0.0003	0.0004	0.0009
O	-0.0007	0.001	-0.0002
O	-0.0009	0.0002	0.0012
O	-0.0001	0.0003	0.0025
O	0.0043	0.0024	0.004
O	0.0007	-0.0002	-0.0003
O	-0.0008	0.0094	0.0069
O	0.0001	-0.0025	0.0015
O	-0.0032	0.004	0.002
O	-0.002	0.0016	0.0029
O	0	-0.0011	-0.0006
O	0.0444	0.0036	0.0643
O	-0.0032	0.0013	0.0047
O	-0.0012	-0.0002	-0.0008
O	0.0046	-0.0039	0.0053
O	0.0019	-0.0026	0.0051
O	-0.0009	0	0.0002
O	-0.0009	-0.0013	0.0019
O	0.0023	-0.0025	-0.0012
O	0.0009	-0.0005	0.0016
O	-0.002	0	0.0034
O	0.0005	-0.0012	0.0024
O	0.0147	0.0034	-0.002
O	-0.0026	-0.0122	0.003
O	0	-0.001	0.0084
O	0.0022	-0.0022	0.002
O	0	-0.0014	0
O	0.0012	0.0004	0.0015
O	-0.0003	0.0008	0.0018
O	-0.0001	0.0041	0.004
O	0.0013	-0.0005	-0.0002

The program warned: the cutoff lies below the one the program advises for these potential files; the forces do not sum to zero within the program's tolerance; the exchange-correlation potential is rough where the density is thin.
